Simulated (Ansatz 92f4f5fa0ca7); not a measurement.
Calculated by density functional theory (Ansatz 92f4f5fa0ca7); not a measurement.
Periodic cell of 220 atoms, Si132O88, from a study of silicon, its oxide and their interface. The atomic structure is a simulated model.
This geometry differs little from another in the collection (a relaxation step or a small displacement).

Settings
functional: r2SCAN
potential files: Ansatz PAW
basis: plane waves
wave-function cutoff: 800 eV
density cutoff ratio: 5
exchange-correlation grid ratio: 1
k mesh: 1 x 1 x 1, shifted by 0.5 0.5 0 of a step
self-consistency stop: 1e-10 eV per atom in the density residual
occupations: fixed
spin: none
net charge: 0

Cell vectors (angstrom)
a, 10.88, 0, 0
b, 0, 10.88, 0
c, 0, 0, 32.0278

Atoms and the computed forces on them: element, x, y, z (angstrom), force x, y, z (eV/angstrom)
Si, -0.1417, -0.0587, 0.275, -0.0064, -0.0094, -0.0035
Si, 2.3217, 3.5523, -0.1228, -0.0305, 0.0146, -0.0091
Si, 0.5474, 5.1471, 0.2199, 0.0159, 0.0023, 0.0016
Si, 2.1767, 8.7846, -0.1758, -0.0068, 0.0002, 0.0007
Si, 5.9028, -0.1514, -0.3012, 0.0193, 0.0107, -0.0036
Si, 8.5954, 2.1694, -0.1399, -0.0125, -0.0107, 0.0022
Si, 5.4601, 5.6234, -0.1358, 0.0128, -0.0092, -0.0108
Si, 7.8417, 8.2418, -0.0496, 0.0085, 0.0061, -0.0215
Si, 1.251, 1.3061, 1.4699, -0.0122, 0.021, -0.0087
Si, 4.2028, 4.1287, 1.1555, -0.0047, 0.0007, 0.0116
Si, 1.4282, 6.9908, 1.308, -0.0042, -0.0007, -0.0175
Si, 4.0399, 9.7367, 0.9837, -0.0036, -0.001, -0.0036
Si, 6.9428, 1.2608, 1.2711, 0.0138, -0.0039, -0.0092
Si, 9.5429, 4.0314, 1.0779, 0.0039, -0.0001, -0.0006
Si, 6.6669, 6.878, 1.3798, -0.0063, 0.005, -0.0026
Si, 9.38, 9.3543, 1.354, -0.0013, 0.0006, 0.0072
Si, -0.0465, 2.8173, 2.6654, 0.001, 0.0004, 0.0064
Si, 2.7874, 0.0376, 2.6363, 0.0031, -0.0018, -0.0024
Si, -0.0369, 8.128, 2.6979, 0.002, 0.0054, -0.0041
Si, 2.8579, 5.5754, 2.5659, 0.0012, 0.0036, 0.0026
Si, 5.4826, 2.672, 2.5068, -0.0056, 0.0053, 0.0036
Si, 8.1553, -0.0652, 2.7262, -0.0017, -0.0023, -0.0051
Si, 5.2893, 8.3244, 2.5609, 0.0011, 0.001, 0.0011
Si, 8.1433, 5.4043, 2.497, 0.0014, -0.0014, -0.0009
Si, 1.3992, 4.201, 3.9063, -0.0018, 0.0026, -0.0038
Si, 4.1237, 1.3994, 3.9632, 0.0038, -0.0035, -0.0006
Si, 1.3681, 9.5407, 3.9634, -0.0066, -0.0007, 0.0064
Si, 4.0854, 6.9047, 4.0005, -0.0016, -0.0015, 0.0018
Si, 6.7966, 4.0632, 3.8925, -0.0019, 0, 0.0018
Si, 9.5189, 1.3759, 3.999, 0.0018, 0.0032, 0.0013
Si, 6.7126, 9.5374, 4.0076, 0.0004, 0.0027, 0.0009
Si, 9.4712, 6.7353, 3.9583, 0.0074, -0.0009, 0.0049
Si, 0.0169, 0.029, 5.319, 0.0008, 0.0018, 0.0036
Si, 2.7241, 2.7792, 5.2577, -0.0029, 0.0002, 0.0063
Si, -0.0084, 5.4556, 5.3301, -0.0012, -0.0068, 0.0014
Si, 2.681, 8.1851, 5.3675, 0.0039, 0.0003, 0.0017
Si, 5.4149, 0.0367, 5.3758, 0.0043, -0.0015, 0.0011
Si, 8.1274, 2.7276, 5.3239, 0.0005, -0.0088, 0.0054
Si, 5.4532, 5.4656, 5.2595, 0, 0.0044, 0.0016
Si, 8.1107, 8.1336, 5.2894, -0.0021, 0.0027, 0.0031
Si, 1.3713, 1.4099, 6.6385, 0.0044, -0.0008, 0.0004
Si, 4.0666, 4.1282, 6.6307, 0.0011, -0.0046, -0.0006
Si, 1.3089, 6.8293, 6.7075, -0.0022, 0.0032, -0.0019
Si, 4.0471, 9.5489, 6.7124, 0.0004, -0.0004, 0.0002
Si, 6.7824, 1.3818, 6.7171, 0.001, 0.0052, -0.0045
Si, 9.509, 4.078, 6.6766, 0.0027, 0.0035, -0.0016
Si, 6.7805, 6.7863, 6.6597, -0.0002, -0.0003, -0.0001
Si, 9.4974, 9.5226, 6.6258, 0.0021, -0.0006, 0.0012
Si, -0.0014, 2.7181, 8.0227, 0.0018, -0.0026, 0.0005
Si, 2.6754, 0.0435, 8.0304, -0.0011, 0.0035, -0.0003
Si, -0.0445, 8.2073, 8.047, -0.002, 0.0025, 0.0016
Si, 2.6753, 5.4363, 8.0148, -0.0001, 0.0029, 0.0007
Si, 5.3961, 2.7639, 8.0214, 0.0011, 0.0016, -0.0022
Si, 8.1595, -0.0163, 8.0241, 0.0011, -0.003, 0.0012
Si, 5.4287, 8.1482, 8.0196, 0.0007, 0.0008, -0.0008
Si, 8.1333, 5.452, 8.0173, 0.0016, -0.0022, -0.0003
Si, 1.3241, 4.0809, 9.4077, -0.0032, 0.0035, -0.0014
Si, 4.0152, 1.4097, 9.3697, -0.0007, -0.003, -0.0032
Si, 1.3153, 9.5835, 9.4117, 0.0032, -0.0042, -0.0054
Si, 4.0293, 6.8018, 9.345, -0.0002, -0.0047, -0.0036
Si, 6.7772, 4.0938, 9.3787, 0.0015, -0.0048, -0.0036
Si, 9.5448, 1.3298, 9.3728, 0.0002, -0.0004, -0.0009
Si, 6.8046, 9.4918, 9.3854, -0.0008, 0.0002, -0.003
Si, 9.4571, 6.8388, 9.3686, 0.0011, 0.0024, -0.0007
Si, -0.0248, 0.026, 10.8514, -0.0018, 0.0007, -0.0026
Si, 2.6427, 2.6952, 10.8038, 0.0016, -0.0008, -0.0016
Si, -0.0885, 5.4676, 10.6921, -0.0082, -0.0014, 0.0033
Si, 2.6924, 8.1823, 10.6955, -0.0001, 0.0043, -0.0025
Si, 5.3948, 0.0106, 10.627, 0.0001, -0.0055, 0.0003
Si, 8.1734, 2.6976, 10.6732, 0.0023, 0.0012, -0.0007
Si, 5.3578, 5.4321, 10.7027, 0.0006, 0.002, 0.0009
Si, 8.1505, 8.1533, 10.8203, 0.0052, -0.0046, 0.0014
Si, 1.292, 1.3934, 12.2854, -0.0043, 0.0006, 0.0008
Si, 4.0397, 4.054, 12.0917, 0.0036, -0.0007, -0.0019
Si, 1.2652, 6.8467, 11.9939, -0.0024, -0.0059, 0.0077
Si, 4.0749, 9.5614, 12.0181, -0.0019, -0.0021, 0.0034
Si, 6.8001, 1.307, 11.9464, 0.0028, 0.0011, 0.0062
Si, 9.4749, 4.078, 12.0675, 0.0079, -0.01, -0.0015
Si, 6.7023, 6.7616, 12.0672, -0.0068, 0, -0.0039
Si, 9.5114, 9.5388, 12.2335, -0.0021, -0.0018, 0.0014
Si, -0.1038, 2.8494, 13.6301, -0.0049, -0.0021, -0.0032
Si, 2.7677, -0.0265, 13.4994, 0.0095, 0.0008, 0.0017
Si, 0.1169, 8.229, 13.5401, 0.0132, 0.0048, -0.0025
Si, 2.6025, 5.4672, 13.2844, -0.0051, 0.0021, 0.0088
Si, 5.4976, 2.6463, 13.3237, 0.0015, 0.0042, -0.0087
Si, 8.0839, 0.0716, 13.4824, 0.002, 0.0018, -0.0001
Si, 5.4785, 8.2592, 13.3893, 0.0045, 0.0005, 0.0066
Si, 7.906, 5.239, 13.3945, 0.0086, 0.023, -0.0016
Si, 1.1662, 4.473, 14.8687, -0.0063, 0.0033, 0.0134
Si, 4.4495, 1.0856, 14.6553, 0.0024, -0.0051, 0.0031
Si, 1.7885, 9.2135, 14.859, -0.002, 0.0049, 0.0081
Si, 3.8659, 7.001, 14.4396, -0.0077, 0.0028, 0.0014
Si, 7.003, 3.5958, 14.834, -0.0018, -0.0046, 0.0213
Si, 8.906, 1.8847, 14.7505, 0.0077, -0.0029, 0.0054
Si, 6.6169, 9.7339, 14.9009, 0, -0.0022, 0.0122
Si, 10.005, 6.824, 15.0893, -0.0087, -0.0058, 0.0066
Si, 5.5639, 5.5806, 16.6547, 0.01, 0.004, 0.0236
Si, 9.4823, 11.9491, 17.713, -0.0074, 0.0072, 0.0114
Si, 3.4442, 6.1159, 19.0757, -0.0043, 0.0002, 0.015
Si, 21.1902, 3.3564, 21.8462, 0.0002, 0.002, -0.0016
Si, 14.6654, -9.8153, 18.7983, 0.0118, -0.0044, 0.0034
Si, 19.5428, 3.4635, 19.2074, -0.0032, -0.0014, 0.0013
Si, 1.3155, 0.0594, 17.3623, 0.0068, 0.0022, 0.0168
Si, 13.4943, 13.4182, 16.7075, -0.001, -0.0021, 0.0165
Si, 9.3143, -5.4857, 23.8289, -0.008, -0.0042, -0.0017
Si, 17.4206, 0.0503, 23.8656, -0.0052, 0.0038, 0.0003
Si, 11.9372, 18.0822, 20.314, -0.0024, -0.0052, 0.0006
Si, 8.8349, -4.3897, 19.5398, 0.0019, -0.0055, 0.0056
Si, 7.9016, -3.1322, 17.0237, 0.0041, 0.0016, 0.0179
Si, 4.4619, 4.3913, 22.8658, -0.0023, 0.0026, -0.0002
Si, 5.1644, 10.8652, 21.0789, 0.0024, -0.0002, -0.0087
Si, 5.5795, 3.7167, 27.2362, -0.0004, 0.0075, 0.0004
Si, 16.1116, 8.6668, 25.383, -0.0026, -0.0021, -0.0017
Si, 9.8491, 4.0952, 28.457, 0.0039, -0.0039, -0.0112
Si, -4.1085, 1.1854, 18.9624, -0.0063, -0.0006, 0.0048
Si, 4.6426, 7.8686, 21.3738, 0.0008, 0.0067, 0.0016
Si, 1.5269, 4.9949, 29.5611, -0.0034, -0.0065, -0.0093
Si, 6.9553, 6.26, 22.147, -0.0013, 0.0047, -0.0007
Si, 15.5493, 2.0769, 24.9406, 0.0046, 0.0021, 0.0002
Si, 3.3228, 6.9379, 23.9018, 0.0057, -0.0002, -0.0036
Si, 11.2152, 7.5942, 24.7144, 0.0042, -0.0023, -0.0045
Si, 12.9873, 4.4909, 20.941, 0.0015, 0.0017, 0.0005
Si, 19.2692, 3.5828, 26.0113, 0.0061, 0.0031, 0.0043
Si, 9.6632, 11.4529, 23.2336, -0.0004, 0.0019, -0.0032
Si, 9.1213, 12.1797, 27.6653, -0.0028, 0.013, -0.0029
Si, -0.0191, 10.3135, 25.9795, -0.0036, 0.0006, -0.0063
Si, 3.5465, 7.0569, 29.8527, -0.016, -0.0021, -0.0135
Si, 6.7749, 1.7256, 29.4567, -0.0002, 0.0022, -0.0198
Si, 11.6515, 9.42, 22.446, 0.0022, 0.0026, -0.0009
Si, 5.7451, 6.7956, 27.8409, 0.0041, -0.0232, -0.0049
Si, 13.5885, -0.2985, 24.8076, 0.0009, -0.0029, -0.0064
Si, 7.8055, 5.9875, 29.8987, 0.0097, 0.0003, -0.0167
O, 2.5825, 6.0714, -3.0232, -0.0002, -0.004, 0.011
O, 0.9689, -1.0165, -0.5272, -0.0012, 0.0028, 0.004
O, 2.0018, 1.9818, 0.1443, 0.0238, -0.0294, 0.0069
O, 2.3741, 3.791, -1.7561, 0.0073, -0.0084, 0.0056
O, 0.5526, 5.668, -1.3573, -0.0053, 0.0017, 0.018
O, 2.6775, 8.3082, -1.658, -0.0059, 0.0045, 0.016
O, 3.4264, 3.9562, -10.3185, 0.0038, 0.0003, -0.0027
O, 5.7914, 0.7168, -1.7258, -0.0052, -0.0036, 0.02
O, 18.8943, -4.6239, -8.652, -0.0007, 0.0029, 0.0023
O, 9.7585, 1.0387, -0.5356, 0.01, 0.0097, -0.009
O, 7.7312, 2.489, -1.4964, -0.0016, 0.0003, 0.0109
O, 4.1718, 6.3473, -0.857, 0.0149, -0.007, 0.0152
O, 6.5889, 5.2639, -1.2941, -0.0129, 0.0016, 0.0111
O, 9.2259, 4.4999, -4.9913, -0.0029, -0.0027, 0.0017
O, 8.3771, 7.2558, -1.2658, -0.005, 0.0048, 0.0161
O, 2.0293, 3.9418, 16.1755, 0.0008, 0.0052, -0.0152
O, 7.8846, 6.2287, 20.8243, -0.0027, -0.0007, 0.0002
O, 3.8715, 2.0487, 15.8321, 0.0082, 0, -0.0143
O, 14.3973, 5.3521, 23.766, -0.0019, -0.0024, 0.0007
O, 2.8691, 8.0335, 15.2488, -0.0018, -0.0002, -0.0055
O, 13.0189, -3.7223, 19.0515, -0.0024, 0.0034, -0.0006
O, -0.8078, 2.1009, 22.849, -0.0013, -0.0038, 0.0031
O, 4.6621, 5.9705, 15.3967, -0.0063, 0.0078, -0.0182
O, 20.0368, 3.2638, 20.727, 0.0026, 0.0013, 0.0068
O, 8.6644, 6.2868, 14.3883, -0.0064, -0.0092, 0.0003
O, 9.399, 1.1141, 16.1115, -0.0007, 0.0012, -0.0257
O, 12.3048, 12.3313, 16.5242, -0.001, 0.0011, -0.0058
O, 5.4769, 10.854, 15.3245, -0.0018, 0.0074, 0.0001
O, 9.4023, 7.5024, 16.4367, 0.0059, -0.0014, -0.0199
O, 15.5578, 7.3496, 24.6589, -0.002, -0.0004, -0.0003
O, 2.678, -0.0472, 18.2799, 0.0004, 0.0009, -0.0075
O, 4.4144, 6.7545, 20.222, 0.0013, -0.0028, -0.0026
O, 16.9631, 7.6218, 22.0822, 0.0021, -0.0022, -0.0016
O, 6.2676, 4.1434, 16.2547, 0.0047, -0.0047, -0.0218
O, 12.1146, -1.1594, 16.3128, 0.0049, -0.0045, -0.0113
O, 7.274, 9.0717, 16.2762, -0.0003, 0.0079, -0.0227
O, 19.6484, 5.0292, 18.7801, -0.0017, 0.005, -0.004
O, 6.5637, 0.4368, 20.3879, -0.0032, 0.001, 0.0051
O, 8.1808, -3.1916, 18.6351, -0.0043, 0.0007, -0.0056
O, 11.7896, 14.2883, 21.149, -0.0006, -0.0017, -0.0028
O, 17.6775, -4.2844, 16.8034, -0.0052, -0.0028, -0.0068
O, 16.3112, 0.1006, 22.6639, 0.0031, -0.0026, 0.0086
O, 10.7667, 11.04, 18.1515, 0.0013, -0.0023, -0.0034
O, 23.2876, -4.8949, 21.3253, 0.0011, 0.0006, -0.0013
O, 8.0392, 0.3338, 23.2858, 0.0024, 0.0007, -0.0021
O, 14.8658, 0.9224, 20.4157, -0.0037, 0.0008, -0.0001
O, 6.0215, 1.1602, 24.9386, 0.0006, 0.0017, 0.0033
O, 15.3755, 2.859, 26.3686, -0.0099, -0.0034, -0.0023
O, 3.1462, 13.3403, 18.247, 0.0008, 0.0045, -0.0054
O, -1.2368, 13.4762, 18.2462, 0.0023, -0.0022, -0.0076
O, -7.5253, 1.1767, 24.6275, -0.0035, -0.0014, 0.0003
O, 8.7693, 4.0616, 24.5477, 0.0008, 0.0031, -0.0085
O, 13.5728, 4.722, 19.4445, -0.0015, -0.0045, -0.0019
O, 8.7397, -8.8567, 26.2566, -0.0034, -0.0032, 0.0033
O, 8.0602, 11.3657, 18.2571, 0.0025, -0.0035, -0.0086
O, 0.014, 8.2646, 23.2871, -0.0038, 0.0001, -0.0009
O, -0.3729, 10.5466, 22.1601, -0.0002, 0.0001, -0.0035
O, 1.1762, 8.6688, 21.0485, -0.0012, 0.0043, 0.0011
O, 10.1508, -6.0931, 22.5903, 0.0031, 0.0023, -0.0019
O, 5.8463, 5.0614, 22.3033, -0.0025, -0.0031, 0.0003
O, 11.0187, 5.6044, 15.4728, 0.0023, -0.0002, -0.0063
O, 26.4514, 9.3508, 20.744, -0.0004, -0.0033, -0.0021
O, 14.7897, 9.6432, 25.4089, -0.0039, 0.0034, 0.0034
O, 17.7142, 3.8364, 26.2415, -0.0014, 0.0044, -0.0002
O, 10.0883, 10.9183, 27.2922, 0.0056, -0.0092, -0.0002
O, -5.5525, 0.9742, 18.2133, -0.0046, 0.0029, -0.0022
O, -1.0677, 2.4654, 28.5859, 0.0003, -0.0052, 0.0026
O, -3.7061, 2.7737, 19.1058, 0.0029, 0.0007, -0.0052
O, 0.5355, 4.4875, 28.4101, -0.0061, 0.0041, -0.0003
O, 12.4393, 10.6876, 25.9524, -0.0003, 0.0028, 0.0042
O, -3.6727, 6.5578, 28.5017, 0.0013, -0.0006, 0.0094
O, 1.9408, 7.2527, 24.7017, -0.0053, 0.0015, 0.0035
O, 10.3822, 6.8993, 19.8852, 0.0013, 0.0002, -0.0035
O, 1.9941, 10.0486, 23.3971, -0.0005, -0.0003, 0.0002
O, 10.2846, 6.2729, 24.7898, 0.0004, 0.0028, 0.0052
O, 5.8566, 7.9719, 26.7184, 0.0045, 0.0081, -0.0112
O, 6.4187, -1.3949, 24.6219, 0.0019, -0.0017, 0
O, 5.1614, 5.2819, 27.5082, -0.0003, -0.0002, 0.0071
O, 15.3723, 16.6112, 17.885, 0.0026, -0.0075, -0.0071
O, 5.9641, 2.8596, 28.587, 0.0005, -0.0009, 0.0104
O, 15.6332, 7.4966, 28.908, 0.0001, 0.0196, -0.003
O, 7.7547, 0.8732, 28.4511, -0.0008, -0.0014, 0.0134
O, 8.9775, 4.9024, 29.5791, 0.0001, 0.0005, 0.0062
O, 15.758, 13.9999, 23.7353, -0.0001, -0.0014, -0.0009
O, 10.1931, 11.0108, 24.6892, -0.0018, 0.001, 0.0011
O, -0.0709, 8.6753, 25.8737, -0.0015, -0.0003, 0.0058
O, 3.4479, 7.7121, 22.47, -0.0067, 0.0013, 0.0007
O, 6.8688, 9.4326, 31.367, -0.0154, -0.0207, 0.0003

Results
free energy: -134618.881 eV
free energy less fixed offsets of O -570.45, Si -639.56 eV per atom: 2.639 eV

The program warned: the cutoff lies below the one the program advises for these potential files; the forces do not sum to zero within the program's tolerance; empty levels may hold ghost states of the PAW files; the exchange-correlation potential is rough where the density is thin.
